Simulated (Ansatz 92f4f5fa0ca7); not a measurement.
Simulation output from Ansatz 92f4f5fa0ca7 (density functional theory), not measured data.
Periodic cell of 256 atoms, Si144O112, from a study of silicon, its oxide and their interface. The atomic structure is a simulated model.
This geometry differs little from another in the collection (a relaxation step or a small displacement).

Settings: functional r2SCAN; potential files Ansatz PAW; basis plane waves; wave-function cutoff 800 eV; density cutoff ratio 5; exchange-correlation grid ratio 1; k mesh 1 x 1 x 1, shifted by 0.5 0.5 0 of a step; self-consistency stop 1e-10 eV per atom in the density residual; occupations fixed; spin none; net charge 0.

Cell vectors (angstrom)
a	10.88	0	0
b	0	10.88	0
c	-2.0302	-3.4687	36.2032

Atoms: element, x, y, z (angstrom)
Si	1.6462	-1.6058	0.1743
Si	4.291	1.0358	0.0263
Si	0.9844	4.39	0.1597
Si	3.8385	-3.788	0.1035
Si	-4.3731	-1.1831	-0.015
Si	-1.5454	1.6601	0.0105
Si	7.1623	3.8888	0.113
Si	-1.2198	-4.2824	0.1577
Si	2.7806	-0.034	1.4636
Si	5.4663	2.6943	1.2584
Si	2.6857	-5.4069	1.3529
Si	5.4121	-2.6809	1.4264
Si	-2.7316	0.0082	1.2326
Si	-0.0451	2.7477	1.4506
Si	8.1979	5.4136	1.5316
Si	0.0096	-2.7296	1.412
Si	1.3687	1.3668	2.7169
Si	4.0883	4.0703	2.6288
Si	1.3601	-4.0852	2.7947
Si	4.1095	-1.3571	2.8563
Si	6.8131	1.3509	2.6844
Si	9.5408	4.0719	2.8874
Si	6.775	6.8117	2.7426
Si	-1.3789	-1.3194	2.6633
Si	-0.0155	0.0118	4.0589
Si	2.7392	2.7395	4.0451
Si	0.0328	5.4449	4.1728
Si	2.716	-2.7257	4.1462
Si	5.4885	0.0264	4.12
Si	8.1358	2.6867	4.1216
Si	5.4078	5.4297	4.0559
Si	8.1616	-2.6907	4.0536
Si	1.3679	-1.3577	10.9111
Si	4.0788	1.3539	10.9197
Si	1.3492	4.0816	10.8346
Si	4.0573	-4.049	10.7837
Si	6.7917	-1.3532	10.8227
Si	-1.3477	1.3682	10.7964
Si	6.8098	4.0809	10.8806
Si	-1.3594	6.7964	10.9183
Si	2.7166	-0.0049	12.3013
Si	5.4574	2.7297	12.2538
Si	2.7055	5.4882	12.1316
Si	5.3828	-2.6893	12.1391
Si	-2.6887	0.0021	12.1325
Si	0.0043	2.6924	12.1706
Si	8.1524	5.4256	12.267
Si	0.0077	-2.7158	12.2824
Si	1.3212	1.3578	13.6237
Si	4.0504	4.1522	13.5004
Si	1.3974	-4.0839	13.6037
Si	4.0881	-1.3814	13.6333
Si	-4.0129	1.3311	13.5318
Si	-1.3298	4.0265	13.5646
Si	6.7124	-4.0459	13.493
Si	-1.367	-1.3156	13.5817
Si	-0.2338	0.2039	15.0015
Si	2.4929	3.0112	14.8
Si	0.2651	-5.7163	14.8438
Si	2.9507	-2.959	14.9853
Si	5.7391	-0.2303	14.85
Si	-2.434	2.4223	14.8802
Si	5.1585	5.7159	14.8525
Si	-3.0168	-2.4748	14.7589
Si	2.652	-5.0202	-6.3995
Si	4.0972	4.1795	21.6148
Si	0.0392	-4.9044	23.6304
Si	0.9557	-1.7607	-9.8356
Si	-2.4887	-4.3445	21.9813
Si	3.7546	1.4834	-7.4118
Si	7.5733	2.6211	-5.8016
Si	5.3324	-1.7345	-5.1644
Si	3.8116	2.6541	-2.4571
Si	-0.8503	4.0198	-4.7379
Si	1.7023	-1.0457	17.1588
Si	-1.7246	1.0249	-7.9706
Si	6.5049	5.1102	-6.9852
Si	5.5647	-4.1489	22.0265
Si	3.5261	5.1803	-11.1279
Si	7.1735	-2.0058	21.0407
Si	2.981	-3.5035	-9.0092
Si	-0.473	-0.2459	24.1423
Si	4.5078	-2.5151	24.3754
Si	5.9455	2.6084	23.6557
Si	1.6243	-2.2891	22.9726
Si	7.2129	-0.787	-9.4468
Si	7.2904	1.1295	21.1979
Si	7.5317	3.6352	-10.8714
Si	1.3139	3.2848	22.5668
Si	1.0055	0.0345	-7.1753
Si	4.6911	-1.2855	-8.0768
Si	-1.7826	-4.3496	-7.5596
Si	5.3131	5.2207	-1.8702
Si	7.0288	4.2923	16.9948
Si	-1.5741	-3.1501	19.6249
Si	5.0838	-4.602	-4.7226
Si	0.4153	4.392	-7.4315
Si	-0.2227	-0.2634	-1.9571
Si	-1.6633	-4.3875	16.9155
Si	0.5998	-4.3629	-4.2762
Si	5.2848	1.1611	-4.6818
Si	-2.5043	-2.5047	-2.0586
Si	0.1311	-1.2974	-4.6236
Si	-1.8365	-2.8496	-10.3829
Si	-2.5478	-2.3863	-5.1329
Si	0.8176	-1.2843	20.2115
Si	5.4648	2.6959	19.2012
Si	1.33	3.9974	-2.8355
Si	-0.5884	2.8999	-9.9875
Si	5.1737	3.7618	-9.0977
Si	3.9314	1.2222	16.9355
Si	-0.6052	1.1563	21.3888
Si	1.3363	-1.3446	5.4402
Si	4.0904	1.3876	5.4221
Si	1.4014	4.0697	5.4724
Si	4.0801	6.7795	5.4678
Si	6.8276	-1.3538	5.4616
Si	-1.3574	1.3478	5.4635
Si	6.7734	4.0819	5.4269
Si	9.5106	6.8302	5.4345
Si	2.7213	0.0226	6.7649
Si	5.4291	2.7364	6.7979
Si	2.7319	5.4328	6.8419
Si	5.4513	-2.7205	6.8019
Si	-2.704	-0.0085	6.8343
Si	0.0143	2.7155	6.8086
Si	8.148	5.4508	6.7647
Si	-0.016	-2.7065	6.7979
Si	1.3818	1.3553	8.1576
Si	4.0935	4.0723	8.1838
Si	1.3366	6.8098	8.149
Si	4.0707	-1.3384	8.1263
Si	6.789	1.374	8.1449
Si	-1.3689	4.0994	8.1257
Si	6.8129	-4.0863	8.151
Si	-1.3485	-1.3708	8.1842
Si	0.0314	-0.0119	9.5106
Si	2.7338	2.7089	9.5309
Si	-0.025	5.4503	9.5083
Si	2.6919	-2.6846	9.4754
Si	5.4227	0.0205	9.5014
Si	8.1543	2.7405	9.4831
Si	5.4568	5.4425	9.5123
Si	8.1677	-2.7408	9.5251
O	8.1089	-2.7369	22.1816
O	6.8129	-1.3639	15.3676
O	-0.7634	1.1281	-1.3317
O	6.8424	1.3882	-5.0668
O	6.6948	4.8186	-1.1489
O	5.8636	4.9947	16.1301
O	7.8257	-1.8136	-10.5167
O	4.3316	-5.0924	21.5983
O	4.0675	-4.0798	15.4469
O	1.3815	4.08	15.3701
O	4.4795	-1.6783	-6.5331
O	-2.64	2.7902	-0.4685
O	5.4028	-0.064	-0.4868
O	-1.7901	3.852	-10.4849
O	3.4902	1.5619	-1.3035
O	4.6096	-4.3686	-1.2125
O	-2.5808	2.1041	-7.1409
O	-2.3693	-3.2788	16.0049
O	-1.346	1.3282	15.4651
O	6.1965	-4.6183	-5.8992
O	7.7196	3.0902	16.174
O	3.3015	2.432	16.085
O	1.4114	-5.2735	-3.1773
O	4.3413	1.5819	-5.9178
O	-2.7165	-2.9571	-3.6032
O	-1.0735	-3.5879	18.1765
O	-1.417	-1.2285	-5.1032
O	5.3331	-3.5724	23.5019
O	6.8973	3.4941	24.6207
O	6.5075	0.399	-10.3011
O	2.1634	1.1724	-7.2607
O	2.2801	-2.3321	16.3501
O	5.1804	0.537	16.1778
O	3.6977	-2.0712	-9.0513
O	7.0026	-0.4552	21.3684
O	7.947	-2.241	19.6196
O	6.4332	3.6697	-6.2603
O	7.0045	-1.9648	-1.372
O	-2.5962	-0.2753	-8.3423
O	4.5254	4.0763	-10.537
O	-1.4606	-4.9344	23.0342
O	-0.437	0.7332	-7.0577
O	-0.4254	-2.2907	20.3418
O	-0.5011	-1.9562	-10.4748
O	2.0026	4.5841	-7.1504
O	3.7964	-5.3836	-5.3231
O	6.9311	-5.0526	22.0512
O	0.1774	2.5448	21.6792
O	-2.3309	3.4002	-4.7679
O	-0.1139	-5.3791	-0.3255
O	1.7991	-1.7088	21.4513
O	-1.4552	-1.2952	-1.9351
O	1.1241	-0.9443	-5.8673
O	-0.4186	-5.0841	16.18
O	1.423	-1.4248	18.7139
O	3.0415	-2.3601	23.7275
O	4.4311	1.8368	18.3242
O	-1.9125	-3.5226	-8.923
O	0.3424	-2.7914	-3.9402
O	2.729	-2.694	-0.415
O	2.5677	3.1055	-3.3935
O	1.4271	-3.2398	-9.3543
O	5.6053	-5.3803	-3.4241
O	0.3237	-0.1643	-3.4774
O	0.3226	0.2488	20.418
O	4.6391	3.5953	20.2315
O	5.054	-0.3966	-4.3055
O	-0.1741	3.6096	-6.1505
O	5.7793	-2.8612	21.0346
O	6.1714	-1.6307	-8.5641
O	5.4014	5.0811	-8.1688
O	-2.0614	1.4508	20.7556
O	4.8656	3.5296	22.882
O	6.6771	3.2986	-9.5207
O	1.4258	3.7307	-1.2545
O	4.4245	0.2824	-8.2441
O	-1.9383	-3.7552	-1.2087
O	8.1428	5.3892	17.3923
O	1.0062	-0.7975	-8.5532
O	6.373	1.6472	19.9973
O	2.0655	4.4951	-11.1932
O	0.95	-3.7653	22.9366
O	1.9248	2.1873	23.5959
O	2.5173	3.8585	21.6695
O	4.3226	3.9697	-1.6752
O	5.2753	-1.091	24.3397
O	1.4869	-4.2541	-5.6096
O	-0.7634	-5.2313	-4.557
O	-0.9706	0.321	22.7243
O	-1.859	-4.494	20.4919
O	2.8067	0.1143	17.1829
O	-1.2573	1.553	-9.4248
O	-2.0217	-3.4215	-6.261
O	4.9688	2.0785	-3.4075
O	3.235	-4.0624	-7.5343
O	0.3672	2.5343	-11.2302
O	1.003	-0.8196	-1.0844
O	7.9862	5.3537	-7.56
O	0.3877	-0.4897	16.3649
O	1.9175	-1.1556	-10.9911
O	0.6931	-1.3142	23.8628
O	6.3823	3.6781	18.3227
O	6.9043	1.8559	22.5892
O	6.9013	-1.7839	-5.5453
O	4.1888	2.775	-8.2845
O	3.5806	-4.4474	-10.1427
O	5.1121	1.5379	24.5573
O	-0.0219	3.406	-3.4957
O	0.2607	3.5734	-8.7986
O	4.8326	-3.0452	-4.3557
O	-0.3371	-5.0624	-7.5595
O	0.6723	4.512	23.3916

Results
free energy: -155994.878 eV
free energy less fixed offsets of O -570.45, Si -639.56 eV per atom: -7.838 eV

Forces (eV/angstrom), in the order of the atoms: element, x, y, z
Si	0.0006	-0.0057	0.0497
Si	0.0106	-0.0068	0.0574
Si	-0.0075	0.0166	0.0639
Si	-0.013	0.0006	0.0552
Si	-0.0017	0.0104	0.0476
Si	-0.006	0.003	0.0525
Si	0.0034	-0.0125	0.0548
Si	0.0128	-0.0096	0.049
Si	-0.0039	0.0025	-0.0119
Si	-0.0022	0.0018	-0.0076
Si	0.0009	-0.0066	-0.0107
Si	0.0052	-0.0018	-0.0062
Si	0.0004	-0.0022	-0.004
Si	0.0043	-0.0019	-0.0107
Si	-0.003	0.0046	-0.0098
Si	-0.0022	0.004	-0.0091
Si	-0.0001	0.0008	0.0031
Si	0.0016	-0.0015	0.0045
Si	-0.0018	0.0016	-0.0001
Si	0.0018	0.0007	0.0035
Si	0.0008	0.0004	0.0009
Si	0.0006	-0.0004	-0.0011
Si	-0.0015	-0.0001	0.004
Si	-0.0005	0.0001	0.0024
Si	-0.0014	0.0003	0.0031
Si	0.0009	0.0004	0.0043
Si	0.0004	-0.0018	-0.0012
Si	0.0014	0.0006	0.0016
Si	-0.0004	-0.0029	-0.0011
Si	0.0018	0.0023	-0.001
Si	0.0007	0.0007	0.0038
Si	-0.0019	0.0012	0.0038
Si	0.0007	0.0003	0.0026
Si	-0.0016	-0.0007	0.0023
Si	0.001	-0.0011	0.001
Si	0.0035	0.0014	-0.0017
Si	-0.0009	-0.0011	-0.0016
Si	0.0025	-0.0019	-0.0009
Si	0	0.0027	0.0016
Si	-0.0017	0.0001	0.0015
Si	0.0001	-0.0003	0.0006
Si	0.0012	0.0012	0.0031
Si	0.0004	0.0002	-0.0012
Si	-0.0001	-0.0015	-0.0012
Si	-0.0004	0.0018	-0.0008
Si	-0.0031	0.0012	0.0032
Si	-0.0027	-0.0004	0.0016
Si	0.0002	0.0008	0.0034
Si	-0.0042	0.0016	-0.0133
Si	-0.0037	0.0006	-0.0107
Si	0.0041	-0.0002	-0.0078
Si	0.0027	-0.0028	-0.0108
Si	0.0024	-0.0016	-0.0135
Si	0.0023	-0.0042	-0.0124
Si	-0.0025	0.0032	-0.0168
Si	0	0.0055	-0.0087
Si	0.0104	-0.0111	0.1024
Si	0.0115	-0.0034	0.0909
Si	-0.0122	0.0132	0.0859
Si	-0.01	0.0098	0.0982
Si	-0.009	0.0139	0.0901
Si	-0.012	0.0088	0.0906
Si	0.0093	-0.011	0.0952
Si	0.0018	-0.005	0.0756
Si	0.0101	0.0047	-0.0714
Si	0.0045	-0.0022	-0.018
Si	-0.0088	-0.0043	-0.074
Si	0.0058	0.0011	-0.0953
Si	0.0021	0.0188	-0.039
Si	-0.004	-0.0062	-0.0859
Si	-0.0019	-0.0074	-0.0648
Si	-0.0042	0.0099	-0.0341
Si	-0.0017	-0.0055	0.0369
Si	-0.0057	-0.0101	-0.0442
Si	-0.0127	-0.0226	0.1723
Si	-0.0041	-0.0232	-0.0858
Si	-0.0029	-0.0148	-0.079
Si	0.0062	0.0021	-0.0293
Si	-0.0102	-0.0121	-0.0713
Si	0.0131	-0.0075	-0.0121
Si	-0.0097	0.0015	-0.1095
Si	0.0122	0.0106	-0.0715
Si	-0.0052	-0.0139	-0.0675
Si	0.0066	-0.0083	-0.0737
Si	0.0045	0.0067	-0.0439
Si	-0.0037	0.0205	-0.0867
Si	-0.0178	0.0095	-0.0188
Si	0.0037	0.002	-0.0755
Si	-0.0002	0.0065	-0.0436
Si	-0.0061	0.0096	-0.0814
Si	0.0225	-0.0025	-0.1095
Si	0.0021	-0.0022	-0.0843
Si	0.0077	0.0028	0.0638
Si	0.0036	-0.0028	0.1202
Si	-0.0048	0.0118	0.0364
Si	-0.0022	0.0018	-0.0246
Si	-0.0015	-0.022	-0.0797
Si	-0.0192	-0.0076	0.0621
Si	0.0144	-0.015	0.1447
Si	-0.0043	0.0106	-0.0209
Si	0.0064	-0.0058	-0.0366
Si	0.0136	0.0198	0.0717
Si	-0.0038	0.006	-0.0208
Si	-0.0056	0.0035	-0.0864
Si	-0.004	0.0062	-0.0472
Si	-0.0024	-0.0006	0.0289
Si	0.0117	-0.0154	0.0807
Si	-0.0036	-0.0068	0.0288
Si	-0.0079	0.0042	-0.1018
Si	0.0174	-0.0103	-0.103
Si	0.0173	0.0133	0.13
Si	-0.0045	-0.0018	-0.0025
Si	-0.001	0.0009	0.0013
Si	-0.0005	0.003	-0.0002
Si	0.0025	-0.0009	0.0038
Si	0.0006	-0.0033	0.0039
Si	0.0023	-0.0008	0.0031
Si	-0.0003	-0.003	0.0035
Si	-0.0023	0.0006	-0.0004
Si	-0.0011	0.0023	0.0009
Si	0.0013	-0.0001	0.0022
Si	0.0017	0.0004	0.0022
Si	0.0004	0.0017	0.0008
Si	-0.0011	0.001	0.0018
Si	-0.0008	0.001	0.0004
Si	-0.0004	0.0004	0.0022
Si	-0.0001	0	0.0017
Si	0.0003	-0.001	0.0027
Si	-0.0003	0.0005	0.0013
Si	-0.0006	0.0002	0.0017
Si	0.0003	0.0007	0.0014
Si	0.0002	0	0.0022
Si	-0.0003	-0.0008	0.0015
Si	0.0008	-0.0003	0.0026
Si	0	0.0015	0.0014
Si	-0.0004	-0.0002	0.0015
Si	-0.0015	0.0006	0.0027
Si	0.0004	0.0028	0.0022
Si	0.003	-0.0006	0.002
Si	0.0016	-0.0019	0.0018
Si	0.0029	-0.0013	0.0022
Si	0.0011	-0.0021	0.0014
Si	-0.0025	0.0016	0.0022
Si	-0.0016	0.0031	0.0017
O	-0.008	0.0007	0.0169
O	0.0016	0.0014	-0.045
O	0.0186	-0.0255	-0.0539
O	-0.0159	-0.0041	0.017
O	-0.0268	0.0224	-0.0508
O	-0.0519	0.0335	-0.0987
O	0.002	-0.0018	0.0285
O	-0.0013	-0.0097	0.007
O	-0.0003	-0.0008	-0.0485
O	0.0015	-0.0028	-0.0447
O	0.0033	-0.0127	0.0561
O	0.0015	-0.0017	-0.0234
O	-0.0009	0.0036	-0.0187
O	0.0283	-0.0179	0.0572
O	-0.0185	0.0185	-0.0546
O	0.0161	-0.0212	-0.0529
O	-0.0141	0.0145	0.0416
O	-0.0418	0.0765	-0.1166
O	-0.0006	0.0011	-0.0532
O	-0.001	0.0132	0.0244
O	0.0349	-0.0464	-0.1069
O	-0.027	0.0372	-0.1065
O	0.0047	-0.0114	0.0006
O	0.0009	-0.0009	0.0294
O	-0.0002	-0.0092	-0.0229
O	0.0011	-0.0086	-0.0343
O	-0.0034	-0.0062	0.0222
O	-0.0116	0.0075	0.0377
O	0.007	0.0093	0.0415
O	0.0044	-0.0201	0.0463
O	0.0164	-0.0033	0.0268
O	0.0278	-0.0374	-0.1105
O	0.0314	-0.0342	-0.1024
O	0.0161	0.0035	0.04
O	-0.0041	0.0014	-0.0006
O	0.0044	-0.0074	-0.002
O	0.0039	-0.0041	0.0169
O	0.0232	-0.0193	-0.0503
O	0.0103	0.012	0.0316
O	0.0034	-0.0025	0.0445
O	0.0257	0.0031	0.0278
O	0.0205	-0.0041	0.041
O	-0.0058	-0.0089	-0.0192
O	-0.0039	-0.0122	0.0472
O	0.0026	0.0015	0.0268
O	0.0115	-0.0025	0.0211
O	0.0003	-0.0025	0.0262
O	0.0087	0.0001	0.0063
O	0.0054	0.0074	0.0227
O	0.0015	-0.0003	-0.0132
O	-0.0088	-0.001	0.0054
O	-0.0006	-0.0054	-0.0271
O	-0.0008	-0.0182	0.0405
O	0.0418	-0.025	-0.1045
O	0.0161	0.0142	-0.091
O	-0.0009	0.008	0.017
O	-0.0183	-0.02	-0.0742
O	0.0011	-0.0188	0.0591
O	-0.0032	0.0007	0.0049
O	0.0017	0.0022	-0.0191
O	0	0.0032	-0.0067
O	0.0308	-0.0057	0.0332
O	0.0047	-0.0015	-0.0176
O	0.0098	0.0058	-0.0199
O	-0.006	0.0077	0.001
O	0.0108	-0.0018	-0.0033
O	0.0021	0.0025	0.0056
O	-0.0075	0.0003	0.0414
O	-0.0017	-0.0051	0.0017
O	-0.0549	-0.0025	0.0542
O	0.0093	0.0161	0.0418
O	-0.0007	-0.0001	0.0022
O	0.0065	-0.0088	0.0199
O	-0.0291	-0.0016	0.0507
O	0.0198	-0.0174	-0.0645
O	-0.001	0.0003	0.0407
O	-0.0225	0.0253	-0.0587
O	-0.0056	-0.0045	-0.0395
O	0.0053	0.0181	0.0552
O	0.0015	0.0067	-0.0011
O	0.0127	0.009	0.0322
O	-0.0101	-0.012	0.0167
O	0.0006	-0.0107	0.0393
O	-0.0041	-0.009	0.0148
O	-0.0056	-0.0067	-0.0266
O	0.0068	0.0193	0.0231
O	-0.0135	0.0006	0.0288
O	0.0059	-0.0022	0.0094
O	0.0146	-0.0101	0.0394
O	-0.0021	0.005	-0.0049
O	0.01	0.008	-0.0328
O	-0.0098	-0.0103	0.0412
O	-0.0035	0.0163	0.0376
O	0.0007	0.0072	0.0111
O	-0.0016	-0.0191	0.0543
O	-0.0299	0.0006	0.0463
O	-0.019	0.0153	-0.051
O	-0.0033	0.0016	0.033
O	-0.0451	0.0361	-0.1113
O	-0.0167	-0.0086	0.0474
O	-0.0023	0.0073	0.0196
O	0.0254	0.0254	-0.0471
O	-0.014	0.0079	0.0184
O	0.0058	-0.0014	0.0209
O	-0.0113	-0.0156	0.0407
O	-0.0225	0.0277	0.0662
O	0.001	-0.0103	0.0206
O	0.0079	0.0013	0.0135
O	0.0099	0.0193	0.0612
O	-0.0032	-0.0116	0.011
O	-0.0022	-0.0051	0.0252
O	-0.0076	0.0167	0.0248

The program warned: the cutoff lies below the one the program advises for these potential files; the forces do not sum to zero within the program's tolerance; empty levels may hold ghost states of the PAW files; the exchange-correlation potential is rough where the density is thin.
